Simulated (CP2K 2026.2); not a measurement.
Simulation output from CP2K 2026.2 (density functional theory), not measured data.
Periodic cell of 504 atoms, Si360O144, from a study of silicon, its oxide and their interface. The atomic structure is a simulated model.
Doubt: the forces sum to 1.66 eV/angstrom along one axis rather than to zero, so they err by at least 0.0033 eV/angstrom per atom on average; the grid cutoff is modest.

Settings
functional: PBE
method: Gaussian and plane waves
basis set: DZVP-MOLOPT-SR-GTH
pseudopotentials: GTH-PBE
grid cutoff: 300 Ry, relative cutoff 40 Ry
k points: Gamma only
occupations: fixed
spin: none
net charge: 0

Cell vectors (angstrom)
a	16.32	0	0
b	0	16.32	0
c	1.8079	0.403	33.8814

Atoms and the computed forces on them: element, x, y, z (angstrom), force x, y, z (eV/angstrom)
Si	0.927	-1.309	-0.089	0.373	-0.112	0.727
Si	3.832	1.61	-0.044	0.065	-0.192	0.779
Si	1.668	3.893	-0.098	-0.19	0.144	0.759
Si	3.958	7.187	-0.149	0.138	-0.329	0.62
Si	1.527	-7.076	0.106	-0.035	0.23	0.71
Si	4.265	-4.27	0.031	-0.141	0.212	0.678
Si	7.113	-1.597	-0.049	-0.161	0.092	0.722
Si	9.496	1.48	0.009	0.163	-0.209	0.714
Si	7.314	3.772	0.007	-0.383	0.077	0.711
Si	9.678	6.552	0.285	-0.013	0.166	0.751
Si	6.489	9.866	0.217	0.145	-0.116	0.82
Si	-7.101	-3.92	0.012	0.188	-0.053	0.759
Si	-3.843	-1.65	0.127	-0.161	0.178	0.812
Si	-1.146	1.073	-0.016	-0.145	0.201	0.773
Si	-4.433	4.382	-0.014	0.305	-0.127	0.77
Si	-1.543	7.164	0.376	-0.138	-0.048	0.581
Si	-3.873	-7.148	0.121	-0.071	0.139	0.714
Si	-1.693	-3.879	0.299	0.053	-0.101	0.796
Si	2.645	-0.077	1.137	-0.019	0.033	-0.052
Si	5.496	2.748	1.199	0.014	-0.015	-0.016
Si	2.831	5.495	1.182	-0.007	0.042	-0.024
Si	5.403	8.195	1.402	-0.02	-0.001	-0.045
Si	2.673	-5.418	1.327	0.02	-0.008	-0.033
Si	5.469	-2.685	1.284	0.024	-0.021	-0.045
Si	8.256	-0.057	1.301	0.008	0.01	-0.034
Si	-5.398	2.737	1.375	0.006	0.011	-0.072
Si	8.186	5.326	1.534	-0.009	-0.018	-0.066
Si	-5.425	8.111	1.504	0.002	-0.012	-0.045
Si	8.106	10.957	1.473	0	0.027	-0.056
Si	-5.483	-2.793	1.344	-0.011	-0.008	-0.061
Si	-2.704	-0.016	1.382	0.002	-0.026	-0.078
Si	0.021	2.735	1.195	0.021	-0.004	-0.045
Si	-2.779	5.442	1.339	-0.031	-0.004	-0.042
Si	0.026	8.272	1.638	0.013	0.013	0.012
Si	-2.83	-5.508	1.476	0.005	-0.02	-0.026
Si	-0.078	-2.711	1.493	0.004	-0.002	-0.068
Si	1.349	1.329	2.588	-0.006	-0.022	0.029
Si	4.163	4.133	2.602	-0.013	-0.016	0.004
Si	1.418	6.734	2.709	0.038	-0.001	-0.005
Si	4.021	9.541	2.75	0.007	0.017	0.045
Si	1.355	-4.071	2.736	-0.013	-0.025	-0.002
Si	4.056	-1.328	2.585	0	0.013	0.001
Si	6.81	1.327	2.599	0.002	0	0.017
Si	9.569	4.004	2.848	0.027	0.008	0.032
Si	6.772	6.785	2.719	0.005	0.013	0
Si	9.499	9.538	2.747	0.002	0	-0.002
Si	6.755	12.319	2.79	-0.021	-0.002	0.033
Si	-6.761	-1.377	2.726	0.015	0.003	0.024
Si	-4.043	1.371	2.709	-0.011	-0.023	0.012
Si	-1.354	4.056	2.614	0.008	0.011	-0.008
Si	-4.068	6.753	2.836	0.012	-0.009	0.031
Si	-1.361	-6.689	2.894	-0.03	0.014	0.014
Si	-4.184	-4.132	2.785	-0.002	0.014	0.033
Si	-1.392	-1.327	2.827	-0.02	0.003	0.032
Si	0.022	0.045	4.083	0.014	0.013	-0.023
Si	2.748	2.72	3.93	0.008	0.005	-0.018
Si	0.009	5.391	4.026	0.004	-0.003	0.011
Si	2.708	8.139	4.1	-0.014	0.016	-0.016
Si	0.017	-5.356	4.186	-0.012	0.006	0.019
Si	2.747	-2.69	4.025	0.005	0.011	0
Si	5.425	0.008	3.986	0.016	-0.004	-0.005
Si	8.136	2.64	4.079	-0.008	0.013	-0.013
Si	5.432	5.44	4.083	-0.015	-0.002	0.008
Si	8.14	8.15	4.072	0.005	-0.007	0.008
Si	5.407	10.898	4.099	0	-0.005	-0.019
Si	8.159	-2.678	4.114	-0.001	-0.021	-0.018
Si	-5.419	0.008	4.071	-0.005	-0.014	-0.006
Si	-2.678	2.725	4.052	0.002	0.017	-0.004
Si	-5.428	5.41	4.179	0.02	-0.007	0.005
Si	-2.701	8.155	4.151	-0.015	-0.013	-0.037
Si	-5.5	-5.46	4.164	0.006	0.001	0.006
Si	-2.773	-2.738	4.104	0.008	0.001	-0.008
Si	1.36	-1.366	16.335	-0.002	0	-0.006
Si	4.106	1.318	16.324	0.006	0	-0.01
Si	1.364	4.095	16.274	0.005	-0.001	-0.02
Si	4.026	6.809	16.252	-0.009	0.011	-0.018
Si	1.349	-6.784	16.334	0.007	-0.017	-0.016
Si	4.05	-4.078	16.322	-0.012	-0.007	-0.008
Si	6.815	-1.332	16.342	0.003	0.012	-0.002
Si	-6.806	1.332	16.322	-0.008	-0.007	-0.003
Si	6.817	4.048	16.281	-0.005	0.007	-0.004
Si	-6.789	6.793	16.287	-0.005	-0.001	-0.007
Si	6.791	9.533	16.269	0.014	-0.002	-0.006
Si	-6.78	-4.043	16.343	0.014	0.003	-0.009
Si	-4.073	-1.364	16.338	-0.005	0.008	-0.004
Si	-1.393	1.343	16.337	-0.011	-0.005	-0.011
Si	-4.059	4.071	16.342	-0.008	0.015	-0.005
Si	-1.345	6.812	16.321	0.005	-0.009	0.006
Si	-4.081	9.554	16.306	0.005	0.006	-0.005
Si	-1.357	-4.067	16.343	0.002	0	-0.007
Si	2.724	-0.016	17.698	0.015	-0.008	0.023
Si	5.517	2.647	17.655	0.011	-0.016	-0.019
Si	2.717	5.438	17.645	-0.011	0.021	0.03
Si	5.343	8.216	17.567	-0.007	0.009	-0.005
Si	2.686	-5.418	17.72	0.004	0.014	0.002
Si	5.404	-2.687	17.64	0.002	0.005	0
Si	8.184	-0.001	17.755	0.004	0.001	0.007
Si	-5.433	2.676	17.66	0.005	-0.007	0.008
Si	8.176	5.412	17.62	0.013	0	0.024
Si	-5.438	8.174	17.632	-0.007	0.011	0.006
Si	8.17	10.873	17.628	-0.008	-0.006	0.005
Si	-5.423	-2.68	17.746	0.009	-0.012	-0.011
Si	-2.72	-0.044	17.734	0.008	0.015	0.001
Si	-0.023	2.762	17.607	-0.003	-0.006	-0.024
Si	-2.692	5.456	17.693	-0.006	-0.007	0.003
Si	0.015	-8.161	17.698	0.015	0.012	0.028
Si	-2.767	-5.383	17.691	-0.01	0.006	0.008
Si	0.031	-2.735	17.716	-0.013	0.001	-0.007
Si	1.311	1.407	18.94	0.002	-0.009	-0.03
Si	4.118	4.014	18.901	-0.016	0.005	-0.015
Si	1.39	6.782	19.07	-0.017	-0.007	-0.025
Si	4.044	-6.79	19.049	0.016	-0.02	-0.006
Si	1.383	-4.048	19.147	0.013	0.018	-0.009
Si	4.081	-1.378	19.093	-0.022	-0.013	-0.028
Si	6.854	1.361	19.149	-0.004	0.024	-0.011
Si	-6.785	4.034	19.002	-0.008	0.008	-0.02
Si	6.7	6.812	18.797	0.007	-0.022	-0.034
Si	-6.788	9.522	18.999	-0.013	0.015	-0.027
Si	6.769	-4.08	18.916	-0.002	0.005	-0.04
Si	9.554	-1.337	19.154	0.017	0.012	0.003
Si	-4.108	1.318	19.069	-0.03	-0.01	-0.027
Si	-1.299	4.107	19.045	0.018	0.03	-0.008
Si	-4.082	6.835	19	0.004	0.008	-0.001
Si	-1.386	-6.75	18.981	0.029	-0.025	-0.025
Si	-4.088	-4.029	19.142	0.015	0.012	-0.011
Si	-1.335	-1.423	19.089	-0.019	-0.004	-0.025
Si	0.027	0.032	20.328	0.001	0.006	0.043
Si	2.704	2.736	20.255	0.01	-0.002	0.065
Si	0.029	5.429	20.494	0.012	0.015	0.047
Si	2.778	8.131	20.455	-0.009	-0.011	0.056
Si	-0.051	-5.424	20.401	-0.012	-0.01	0.068
Si	2.765	-2.73	20.574	0.023	0.003	0.06
Si	5.452	-0.011	20.459	0.012	-0.009	0.05
Si	8.248	2.728	20.519	0.011	-0.024	0.061
Si	5.501	5.377	20.179	0.016	-0.004	0.039
Si	8.001	8.152	20.141	0.01	0.026	-0.001
Si	5.412	-5.369	20.324	-0.023	0.01	0.056
Si	8.126	-2.801	20.317	0.008	-0.017	0.059
Si	-5.42	0.01	20.601	0.004	0.023	0.063
Si	-2.677	2.717	20.312	-0.022	-0.011	0.058
Si	-5.418	5.433	20.307	0.013	-0.015	0.032
Si	-2.746	-8.095	20.342	0.006	0.011	0.041
Si	-5.491	-5.421	20.451	-0.008	-0.013	0.018
Si	-2.647	-2.747	20.57	-0.008	-0.035	0.039
Si	1.619	-1.003	21.692	-0.054	-0.186	-0.715
Si	3.809	1.217	21.619	0.225	0.029	-0.693
Si	1.75	4.315	21.704	-0.323	-0.074	-0.761
Si	4.045	6.461	21.593	0.026	0.284	-0.678
Si	1.067	-7.045	21.617	0.215	0.059	-0.766
Si	4.42	-3.882	21.881	-0.289	-0.123	-0.712
Si	6.631	-1.664	21.665	0.029	0.221	-0.738
Si	-6.401	1.746	21.922	-0.345	-0.333	-0.734
Si	7.057	4.404	21.645	-0.052	-0.243	-0.718
Si	-7.144	6.599	21.354	0.064	-0.147	-0.622
Si	6.918	-6.622	21.547	-0.078	-0.125	-0.701
Si	9.117	-4.395	21.724	0.21	0.049	-0.711
Si	-3.754	-1.116	21.852	-0.22	-0.218	-0.7
Si	-1.562	1.149	21.636	0.136	0.121	-0.762
Si	-4.142	3.949	21.624	0.071	0.239	-0.732
Si	-1.187	7.089	21.658	-0.122	-0.251	-0.798
Si	-3.865	-6.533	21.716	-0.156	-0.196	-0.791
Si	-1.54	-4.391	21.933	0.175	0.298	-0.734
Si	5.273	-0.194	-2.184	0.153	-0.033	0.119
Si	-7.767	5.019	-5.509	-0.104	0.122	-0.057
Si	8.116	-8.061	-1.889	0.03	0.004	0.024
Si	4.133	-7.555	-4.732	0.073	0.052	-0.009
Si	0.334	5.977	-1.896	0.092	-0.03	0.035
Si	4.052	-4.85	24.923	-0.007	-0.005	-0.125
Si	6.039	-3.29	-6.908	-0.025	-0.051	-0.058
Si	-0.784	-2.581	-5.359	-0.018	-0.016	0.052
Si	-6.881	-6.762	25.725	-0.108	0	-0.039
Si	2.244	-6.962	24.279	-0.044	-0.014	0.114
Si	-2.715	-4.963	-6.134	0.092	0.036	0.058
Si	5.689	2.523	23.621	0.013	0.016	-0.083
Si	-5.899	-6.033	-2.069	-0.102	-0.106	0.277
Si	-4.201	6.347	-7.39	-0.03	0.112	-0.092
Si	-6.721	-3.799	24.738	-0.107	-0.011	-0.123
Si	5.537	-4.812	-4.524	-0.059	-0.073	-0.039
Si	5.132	8.152	23.692	0.083	-0.068	-0.108
Si	0.979	-2.959	-2.893	-0.117	0.098	0.115
Si	6.593	2.911	-6.661	0.098	0.037	-0.039
Si	-5.598	-5.643	-5.003	-0.126	-0.101	-0.032
Si	-7.205	-0.975	-4.211	-0.083	0.009	0.048
Si	6.238	-6.885	26.008	-0.016	0.057	-0.087
Si	7.086	-0.064	24.105	0.014	-0.014	-0.06
Si	3.742	2.046	-7.111	0.009	-0.078	-0.054
Si	3.81	-2.882	-2.756	0.055	-0.155	0.083
Si	0.612	6.962	25.576	-0.081	-0.087	0.008
Si	-0.196	-5.52	-1.97	0.024	-0.063	0.115
Si	7.059	4.269	-2.995	0.015	-0.061	0.057
Si	0.747	2.754	-6.654	-0.092	-0.045	-0.123
Si	-4.966	4.085	-5.684	-0.015	-0.013	0.069
Si	3.89	-1.029	-7.335	-0.023	0.006	-0.085
Si	-6.393	-0.302	-7.09	-0.079	-0.015	-0.094
Si	-6.602	7.968	-6.258	0.059	-0.14	-0.014
Si	-0.687	1.657	24.551	0.043	-0.084	-0.196
Si	0.732	-1.141	24.619	-0.013	-0.005	-0.11
Si	5.629	6.751	-2.946	-0.017	0.091	0.331
Si	-2.026	6.298	-3.833	0.099	0.127	0.066
Si	6.98	1.301	-4.051	-0.001	0.087	-0.049
Si	-4.085	-2.202	24.833	0.028	0.055	-0.201
Si	-4.007	1.451	-6.927	-0.018	-0.043	-0.113
Si	-1.28	0.533	-5.539	0.109	0.034	0.094
Si	-6.945	1.362	25.086	0.024	0.079	-0.109
Si	-8.112	-3.74	-4.869	0.031	-0.037	0.06
Si	1.328	7.689	-4.085	-0.022	-0.103	0.004
Si	3.119	-2.206	26.368	-0.068	-0.037	-0.082
Si	-3.726	4.064	-3.038	0.008	-0.006	0.221
Si	-3.162	5.888	23.764	0.072	-0.003	-0.175
Si	1.079	4.043	24.676	0.123	0.133	-0.092
Si	-1.378	-7.117	-4.261	-0.009	-0.01	-0.028
Si	-2.367	1.547	-2.914	0.026	-0.126	0.087
Si	0.039	5.581	-5.778	0.029	0.039	0.092
Si	-1.245	-3.484	24.919	0.035	-0.043	-0.173
Si	-5.065	0.04	-2.236	-0.023	0.11	0.196
Si	-5.46	7.994	23.532	0.119	0.083	-0.05
Si	1.382	-1.342	5.408	-0.008	-0.002	0.005
Si	4.081	1.379	5.355	-0.005	0.011	0.003
Si	1.383	4.039	5.37	-0.008	-0.018	-0.011
Si	4.082	6.796	5.452	0.003	0.006	0.007
Si	1.355	9.512	5.463	0.01	-0.014	0.003
Si	4.061	12.267	5.439	-0.007	-0.009	0.011
Si	6.771	-1.323	5.421	0.005	0.011	-0.002
Si	9.514	1.325	5.446	0.006	0.003	0.017
Si	6.799	4.058	5.416	0.008	0.007	0.013
Si	9.498	6.799	5.459	0.01	0.012	0.004
Si	6.784	9.521	5.434	-0.006	0.006	-0.008
Si	9.481	12.253	5.485	-0.012	0.006	0.012
Si	-4.096	-1.355	5.458	0.01	0.002	0.009
Si	-1.34	1.38	5.443	-0.008	-0.016	0.014
Si	-4.037	4.05	5.467	0.001	-0.009	0.013
Si	-1.321	6.767	5.438	0.01	-0.003	0.004
Si	-4.097	-6.814	5.484	0.01	0.006	-0.004
Si	-1.381	-4.031	5.498	-0.001	0.018	0.023
Si	2.739	0.021	6.759	0.003	-0.004	-0.006
Si	5.425	2.714	6.768	0.002	-0.003	-0.002
Si	2.709	5.416	6.771	0	0.011	-0.001
Si	5.441	8.158	6.806	-0.004	-0.004	0.004
Si	2.717	10.889	6.803	-0.005	0.004	-0.002
Si	5.433	-2.703	6.79	0.003	0	0.002
Si	8.144	-0.006	6.81	-0.01	-0.002	0
Si	10.885	2.698	6.796	0.006	0.005	0.003
Si	8.145	5.423	6.797	0.001	0.001	0.003
Si	10.859	8.151	6.828	-0.002	-0.012	0
Si	8.13	10.875	6.819	0.006	-0.003	0.005
Si	10.865	-2.713	6.822	-0.009	0	-0.002
Si	-2.711	0.008	6.793	0.005	0.005	0.004
Si	0.028	2.726	6.79	0.001	0.001	0.002
Si	-2.692	5.428	6.813	0.005	-0.007	0.001
Si	0.004	8.145	6.813	-0.006	0.002	0.006
Si	-2.729	-5.438	6.823	0.009	0.003	-0.002
Si	0.011	-2.673	6.807	-0.017	0.002	0.005
Si	1.375	1.357	8.146	-0.005	0.004	0.002
Si	4.074	4.071	8.143	-0.001	-0.006	-0.009
Si	1.368	6.781	8.155	-0.007	-0.004	-0.002
Si	4.08	9.525	8.159	0.008	0.005	-0.006
Si	1.353	-4.066	8.155	-0.006	-0.009	-0.012
Si	4.077	-1.341	8.144	0.004	0.006	-0.004
Si	6.786	1.368	8.149	0.008	0.009	-0.003
Si	9.524	4.072	8.149	0.005	0.008	-0.003
Si	6.797	6.793	8.163	0	0.004	-0.005
Si	9.505	9.522	8.176	0.001	0.003	-0.001
Si	6.78	-4.072	8.164	-0.003	-0.01	0.002
Si	9.503	-1.362	8.174	-0.006	-0.01	0.004
Si	-4.075	1.353	8.164	-0.011	-0.012	-0.008
Si	-1.333	4.073	8.165	0.008	0.015	0.001
Si	-4.079	6.787	8.159	0.005	0.008	-0.003
Si	-1.364	-6.809	8.164	-0.009	-0.011	0.003
Si	-4.089	-4.075	8.175	0.001	0.008	-0.006
Si	-1.354	-1.335	8.169	0.018	0.009	0.009
Si	0.01	0.014	9.524	-0.004	0.002	0.005
Si	2.722	2.716	9.515	-0.001	-0.002	-0.002
Si	0.009	5.437	9.529	-0.005	0.007	0.002
Si	2.721	8.155	9.51	0.002	-0.005	-0.004
Si	-0.005	-5.433	9.51	0	0.004	-0.001
Si	2.719	-2.705	9.51	0.001	0	-0.008
Si	5.436	0.005	9.514	0.007	0.001	-0.003
Si	8.156	2.719	9.507	-0.007	0.001	-0.005
Si	5.433	5.433	9.511	-0.001	0.009	0.003
Si	8.154	8.154	9.531	0.003	-0.001	0.001
Si	5.43	-5.436	9.526	-0.005	0.002	-0.002
Si	8.15	-2.726	9.527	0.006	-0.006	0
Si	-5.441	-0.002	9.52	0.001	0.003	-0.006
Si	-2.709	2.717	9.517	0.008	0.005	-0.008
Si	-5.44	5.432	9.519	0.006	-0.005	-0.002
Si	-2.73	8.156	9.52	-0.004	-0.003	0.002
Si	-5.45	-5.438	9.53	-0.008	-0.005	0.001
Si	-2.718	-2.71	9.518	0.007	-0.005	-0.005
Si	1.361	-1.356	10.882	-0.004	-0.002	0
Si	4.077	1.357	10.88	-0.003	0.007	0
Si	1.365	4.074	10.884	0	0.004	0.001
Si	4.078	6.796	10.874	0.002	0	0.001
Si	1.358	9.525	10.862	-0.007	-0.009	-0.003
Si	4.072	-4.069	10.875	0.007	-0.009	0
Si	6.794	-1.356	10.874	-0.001	-0.002	0
Si	9.517	1.36	10.87	-0.002	0.005	-0.002
Si	6.802	4.078	10.871	0.009	0.003	-0.009
Si	9.525	6.797	10.884	0.001	0.003	0.002
Si	6.793	9.523	10.885	0.001	0.006	-0.002
Si	9.513	-4.079	10.889	0	0	0.005
Si	-4.079	-1.357	10.881	-0.007	-0.002	0
Si	-1.353	1.365	10.888	0.006	-0.002	0.003
Si	-4.074	4.076	10.875	-0.002	0.004	0
Si	-1.365	6.797	10.873	0.004	0.006	-0.001
Si	-4.085	9.52	10.883	0.008	-0.005	0
Si	-1.363	-4.076	10.875	-0.008	-0.002	0.001
Si	2.72	-0.001	12.249	0.005	-0.002	0.003
Si	5.443	2.718	12.228	0.008	0.004	-0.003
Si	2.721	5.439	12.239	-0.005	0.003	0.004
Si	5.432	8.158	12.236	0	0	-0.001
Si	2.708	10.889	12.227	-0.001	0.001	0.006
Si	5.438	-2.715	12.235	0	0.004	-0.002
Si	8.164	-0.004	12.229	0.003	-0.004	-0.002
Si	10.883	2.714	12.228	0.002	-0.004	-0.001
Si	8.165	5.431	12.238	-0.01	-0.004	0.001
Si	10.882	8.162	12.249	-0.001	0.006	0.006
Si	8.151	10.886	12.249	0.005	-0.007	0.003
Si	10.882	-2.717	12.24	0.002	-0.006	0.006
Si	-2.718	0.002	12.243	0.006	0.006	0.003
Si	0.008	2.718	12.252	-0.004	0.011	0.002
Si	-2.718	5.437	12.239	0	0.007	0.003
Si	-0.012	8.172	12.217	-0.01	-0.007	-0.005
Si	-2.723	-5.434	12.236	0	-0.001	0.004
Si	-0.006	-2.716	12.238	0	-0.004	0.002
Si	1.364	1.355	13.618	0.001	-0.008	0.005
Si	4.083	4.071	13.592	0.004	0.003	0.002
Si	1.342	6.814	13.568	-0.014	0.019	-0.012
Si	4.071	9.533	13.582	0.003	-0.007	0.009
Si	1.344	-4.082	13.598	-0.005	0	0.01
Si	4.08	-1.37	13.603	0.01	-0.006	0.001
Si	6.804	1.354	13.58	-0.007	0.008	-0.004
Si	9.538	4.072	13.595	-0.003	-0.002	-0.001
Si	6.795	6.79	13.587	0.012	0.003	-0.002
Si	9.518	9.53	13.603	-0.008	0.003	0.007
Si	6.8	-4.057	13.606	-0.007	-0.004	0.005
Si	9.522	-1.359	13.597	0.004	0.004	0.005
Si	-4.089	1.355	13.599	-0.011	0.01	0.005
Si	-1.364	4.074	13.601	0.003	0.004	0.009
Si	-4.067	6.804	13.605	0.003	-0.011	0.004
Si	-1.361	9.527	13.593	0.014	-0.005	-0.004
Si	-4.071	-4.069	13.6	-0.001	-0.006	0.006
Si	-1.357	-1.353	13.605	-0.011	0.001	0.007
Si	-0.005	0	14.981	-0.001	0	0
Si	2.744	2.705	14.968	-0.001	0.005	0
Si	-0.005	5.456	14.935	0.009	0.005	0.002
Si	2.681	8.187	14.924	-0.004	-0.012	-0.001
Si	-0.016	-5.436	14.97	-0.008	-0.001	0.002
Si	2.701	-2.723	14.955	0.009	-0.005	-0.002
Si	5.457	-0.01	14.944	0.008	-0.004	0.008
Si	8.177	2.695	14.935	-0.001	-0.006	0
Si	5.436	5.431	14.951	0.005	0.003	0.007
Si	8.154	8.15	14.939	-0.002	-0.007	-0.004
Si	5.423	10.904	14.942	0.004	-0.004	0.004
Si	8.168	-2.7	14.977	0.001	0.003	-0.001
Si	-5.437	-0.014	14.967	-0.003	0.001	-0.01
Si	-2.728	2.709	14.959	-0.001	-0.009	0.005
Si	-5.414	5.428	14.958	-0.004	0.002	0.001
Si	-2.711	8.176	14.965	-0.005	0.002	-0.001
Si	-5.444	-5.412	14.957	0	-0.004	0
Si	-2.71	-2.712	14.97	0.005	-0.002	0
O	-4.551	6.698	23.767	-0.183	-0.112	0.209
O	-6.5	7.671	22.371	-0.272	0.582	0.137
O	0.104	-7.681	-4.55	0.266	0.3	-0.155
O	6.3	3.875	22.991	-0.099	0.462	0.12
O	-0.032	8.156	22.099	0.199	-0.069	0.605
O	8.07	-5.601	22.123	0.104	-0.38	0.246
O	5.529	-2.73	22.241	0.115	0.083	-0.04
O	3.632	-3.697	-1.361	-0.293	-0.149	-0.042
O	-1.489	5.83	-5.277	-0.174	-0.119	-0.282
O	7.125	7.411	-2.847	0.026	-0.158	-0.07
O	2.741	2.733	-0.559	0.118	-0.171	-0.446
O	-7.98	2.562	-0.4	-0.205	-0.247	-0.053
O	7.189	4.572	-1.407	-0.122	0.716	-0.111
O	5.77	5.187	-3.378	-0.337	-0.109	-0.424
O	2.155	-1.432	25.322	0.434	0.473	-0.242
O	-2.728	-2.766	-0.306	-0.023	-0.006	-0.248
O	2.723	0.119	22.167	0.014	-0.115	0.498
O	1.236	6.364	-5.015	0.546	-0.214	0.042
O	5.374	-5.405	-0.363	0.019	-0.125	-0.446
O	-4.201	3.01	-6.593	0.412	0.184	-0.171
O	1.128	4.636	-1.464	-0.029	-0.175	-0.522
O	2.323	2.447	-6.462	0.047	0.099	0.249
O	7.132	-4.771	-4.194	0.142	-0.305	0.21
O	6.544	-0.808	-1.369	0.214	-0.06	-0.386
O	2.871	5.442	22.083	0.072	-0.046	0.525
O	-4.227	-1.68	23.304	-0.226	-0.166	0.113
O	-0.926	1.815	22.97	-0.171	0.367	-0.019
O	2.428	-1.587	-6.947	-0.044	0.05	0.221
O	7.446	-3.073	-6.141	0.534	0.502	0.008
O	4.062	0.485	-6.777	0.5	-0.242	0.433
O	5.773	8.114	25.172	0.206	-0.594	0.253
O	-2.737	-5.468	22.223	0.18	0.203	0.201
O	0.352	4.003	-5.708	-0.231	-0.083	0.342
O	2.427	-2.777	-3.582	0.211	0.386	-0.508
O	-5.462	-2.928	25.225	0.033	-0.139	0.395
O	-5.907	-7.226	-5.291	0.254	-0.171	0.637
O	-2.694	0.94	-6.171	-0.065	-0.184	-0.053
O	-7.015	-7.141	-2.5	-0.026	-0.013	-0.622
O	7.047	1.765	-5.595	0.241	-0.443	-0.109
O	-4.507	-7.099	23.106	0.195	0.263	0.485
O	4.313	2.098	22.896	-0.398	0.065	0.013
O	-2.646	8.167	-0.349	0.005	-0.176	-0.764
O	2.727	-8.075	-0.412	-0.211	0.026	-0.04
O	-1.378	0.772	-3.931	0.206	-0.251	-0.017
O	-0.068	-0.071	-0.447	0.079	-0.014	-0.494
O	4.074	-4.588	23.313	-0.254	-0.412	0.185
O	-0.249	-2.488	-3.828	-0.272	0.221	0.112
O	-5.622	0.91	25.86	0.283	0.308	0.142
O	0.581	5.597	24.671	-0.152	0.067	-0.467
O	0.31	0.408	24.833	0.497	-0.058	0.456
O	-5.255	-5.491	-3.432	0.419	0.395	0.108
O	-7.474	2.755	25.748	-0.139	0.365	-0.188
O	0.856	-4.558	-2.706	0.349	-0.345	-0.692
O	2.623	-7.702	-4.202	-0.138	0.419	0.066
O	8.153	5.545	22.101	0.151	-0.263	0.662
O	6.753	1.333	23.356	0.457	0.154	-0.558
O	-8.146	-2.766	-0.535	-0.018	0.058	-0.509
O	4.967	2.978	-6.586	-0.048	0.618	0.251
O	5.411	-5.608	25.407	0.503	0.431	0.064
O	-4.268	5.52	-5.998	0.261	0.266	0.384
O	-5.552	5.521	-0.361	0.006	0.162	-0.743
O	-2.068	1.504	25.375	-0.565	-0.316	-0.118
O	-1.95	6.67	23.037	0.172	0.191	0.511
O	7.49	-1.106	22.947	0.372	0.143	0.368
O	-6.733	1.457	23.487	0.009	-0.097	0.223
O	-8.112	0.293	-3.759	0.381	0.31	0.213
O	-4.074	3.775	-1.486	0.111	-0.115	-0.39
O	-0.884	7.29	26.164	0.205	0.437	0.123
O	-2.836	-3.212	24.977	-0.207	-0.481	-0.097
O	-5.247	2.872	22.107	-0.112	0.323	0.462
O	1.426	3.647	23.149	-0.217	-0.812	0.183
O	7.154	-7.042	-1.123	-0.03	0.135	-0.345
O	-0.112	3.053	25.117	-0.245	0.002	0.62
O	4.072	-7.52	-6.331	-0.014	-0.052	0.057
O	4.571	0.99	-1.349	-0.118	0.099	-0.049
O	-7.857	-7.484	-6.817	-0.237	0.133	0.467
O	-1.781	1.582	-1.415	-0.256	0.56	-0.069
O	5.687	0.427	-3.617	-0.31	-0.237	-0.3
O	6.921	2.668	-3.175	-0.268	0.002	0.024
O	-1.277	-6.153	-2.976	-0.393	0.181	0.051
O	-1.956	-6.274	-5.519	0.155	-0.249	-0.405
O	-5.376	7.495	-7.263	0.112	0.482	-0.088
O	7.841	-6.731	25.901	-0.065	-0.068	-0.101
O	-0.402	6.573	-0.614	0.236	0.048	0.095
O	-7.327	6.593	-5.695	-0.125	0.075	0.151
O	5.421	2.693	25.182	-0.2	0.102	0.089
O	-0.023	6.21	-7.252	0.474	0.029	-0.113
O	4.903	-3.604	-3.672	0.015	0.444	-0.048
O	-6.534	4.129	-6.059	-0.1	-0.42	-0.248
O	-0.104	1.437	-6.21	0.166	-0.097	-0.097
O	-5.814	-0.735	-3.43	0.281	-0.387	-0.162
O	-6.093	0.951	-1.359	0.026	0.211	-0.263
O	-5.323	0.692	-6.423	-0.116	0.039	0.725
O	1.571	-6.291	22.971	0.159	0.765	0.079
O	-8.065	0.183	25.2	-0.112	-0.22	0.677
O	4.742	6.88	-1.57	-0.168	-0.169	-0.238
O	-6.836	-4.632	-5.328	0	0.148	-0.507
O	3.603	-7.673	23.781	-0.003	-0.263	0.006
O	-2.639	0.04	22.174	0.086	0.063	0.533
O	-7.095	-0.978	-5.818	-0.547	-0.252	-0.395
O	-3.36	5.621	-3.259	-0.386	0.39	-0.069
O	-1.027	-4.6	-0.971	-0.153	-0.15	-0.043
O	-2.051	-3.599	-5.504	-0.151	0.157	0.228
O	-3.859	0.908	-2.872	-0.153	-0.02	-0.329
O	-0.847	5.675	-2.919	-0.295	-0.421	-0.095
O	-1.083	-1.054	-5.819	-0.039	-0.033	-0.454
O	1.173	-8.018	24.862	-0.46	-0.034	-0.166
O	5.065	-2.006	-6.798	0.245	0.299	0.596
O	-2.274	7.901	-3.864	-0.703	0.264	0.214
O	-2.761	5.7	25.307	0.187	-0.433	0.201
O	6.101	-7.206	22.826	0.012	0.169	0.261
O	-7.734	-2.489	-3.886	0.007	-0.149	0.834
O	-0.431	-2.107	25.185	-0.168	0.186	0.576
O	-3.85	-0.994	25.869	0.227	0.245	0.138
O	2.74	-5.77	25.263	-0.445	0.076	0.414
O	-4.907	3.754	-4.096	-0.64	-0.181	0.125
O	0.864	-1.493	23.045	-0.256	-0.366	0.115
O	-3.411	4.503	22.979	0.384	-0.072	0.181
O	1.051	-2.139	-1.491	0.024	-0.011	-0.126
O	-0.804	-4.501	26.115	0.391	-0.366	-0.2
O	4.994	6.75	22.908	0.454	-0.405	0.217
O	-6.398	-7.957	24.766	0.027	-0.35	-0.097
O	-7.479	7.206	-0.927	-0.175	0.058	-0.334
O	5.319	-4.527	-6.119	-0.673	-0.158	-0.273
O	3.899	-3.441	25.679	0.411	0.332	0.263
O	-8.027	4.779	-3.921	0.531	-0.083	0.082
O	-6.548	-4.788	-1.253	0.024	-0.002	-0.223
O	5.79	-0.583	24.919	-0.549	-0.435	-0.126
O	7.257	4.37	-6.308	0.052	0.231	-0.174
O	4.924	7.479	-4.191	0.212	-0.283	-0.479
O	0.402	-3.162	-6.3	-0.147	-0.42	-0.038
O	4.841	-6.216	-4.159	0.289	-0.004	0.712
O	4.223	-1.376	-2.4	-0.324	0.083	0.036
O	-2.494	3.082	-3.416	0.424	0.197	-0.206
O	0.652	-6.654	-1.204	0.091	0.03	-0.545
O	1.276	7.106	-2.569	0.464	0.318	0.413
O	-6.799	-3.687	23.129	0.002	0.269	0.114
O	-8.094	-3.257	25.436	-0.316	0.268	-0.448
O	-4.683	-6.649	-1.196	0.015	0.194	-0.617
O	2.285	3.665	25.697	0.22	-0.078	-0.242
O	-4.292	-5.108	-5.795	-0.149	0.093	-0.386
O	-4.442	-1.077	-1.26	0.091	-0.322	-0.203
O	-0.924	-4.023	23.411	0.422	0.139	0.25
O	-6.445	-5.33	25.148	0.165	0.031	-0.415

Results
total energy: -101656.070 eV
total energy less fixed offsets of O -438.25, Si -107.07 eV per atom: -2.870 eV
